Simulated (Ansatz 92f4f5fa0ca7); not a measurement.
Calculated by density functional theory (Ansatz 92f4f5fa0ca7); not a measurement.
Periodic cell of 259 atoms, Si165O94, from a study of silicon, its oxide and their interface. The atomic structure is a simulated model.
Doubt: the cutoff is far below the 930 eV that the study's wrapper takes by default for these files, so forces and energies are approximate.
This geometry differs little from another in the collection (a relaxation step or a small displacement).

Settings: functional PBE; potential files Ansatz PAW; basis plane waves; wave-function cutoff 580 eV; density cutoff ratio 5; exchange-correlation grid ratio 1; k mesh 1 x 1 x 1, Gamma-centred; self-consistency stop 5e-08 eV per atom in the density residual; occupations fixed; spin none; net charge 0.

Cell vectors (angstrom)
a	10.938	0	0
b	0	10.938	0
c	0	0	38.2213

Atoms: element, x, y, z (angstrom)
Si	0	0	0.683
Si	5.469	0	0.683
Si	2.7345	2.7345	0.683
Si	8.2035	2.7345	0.683
Si	0	5.469	0.683
Si	5.469	5.469	0.683
Si	2.7345	8.2035	0.683
Si	8.2035	8.2035	0.683
Si	1.3673	1.3673	2.0503
Si	6.8362	1.3673	2.0503
Si	4.1018	4.1018	2.0503
Si	9.5708	4.1018	2.0503
Si	1.3673	6.8362	2.0503
Si	6.8362	6.8362	2.0503
Si	4.1018	9.5708	2.0503
Si	9.5708	9.5708	2.0503
Si	2.7345	0	36.1698
Si	8.2035	0	36.1698
Si	0	2.7345	36.1698
Si	5.469	2.7345	36.1698
Si	2.7345	5.469	36.1698
Si	8.2035	5.469	36.1698
Si	0	8.2035	36.1698
Si	5.469	8.2035	36.1698
Si	4.1018	1.3673	37.5371
Si	9.5708	1.3673	37.5371
Si	1.3673	4.1018	37.5371
Si	6.8362	4.1018	37.5371
Si	4.1018	6.8362	37.5371
Si	9.5708	6.8362	37.5371
Si	1.3673	9.5708	37.5371
Si	6.8362	9.5708	37.5371
Si	1.6923	1.6076	29.5734
Si	5.2549	0.2507	27.8901
Si	3.2621	2.7123	28.1208
Si	9.2284	2.4587	27.4583
Si	-0.0244	5.8398	28.0935
Si	6.6836	6.8635	27.0969
Si	2.3497	8.8324	28.0716
Si	9.1766	8.4632	27.5162
Si	0.2972	0.2145	28.3694
Si	6.8572	1.2691	29.2468
Si	4.4468	4.3569	29.4475
Si	9.7572	4.0995	29.1555
Si	1.4821	7.0273	29.3878
Si	6.2206	6.1172	29.2909
Si	4.1291	9.6646	29.3166
Si	9.7466	9.6906	29.451
Si	2.8495	0.0168	30.8427
Si	8.1886	-0.0321	30.6934
Si	0.0665	2.8282	30.7351
Si	5.5648	2.7003	30.7252
Si	2.7949	5.5259	30.706
Si	8.1479	5.3135	30.5094
Si	0.0299	8.2106	30.8031
Si	5.4322	8.0701	30.5479
Si	4.1952	1.3824	32.1478
Si	9.5952	1.3731	32.0343
Si	1.4055	4.1778	32.091
Si	6.9134	4.0491	32.0875
Si	4.1079	6.8721	32.1006
Si	9.4999	6.7672	31.963
Si	1.4003	9.5838	32.1424
Si	6.8112	9.4723	31.9753
Si	0.0093	0.024	33.4413
Si	5.5268	-0.0536	33.4324
Si	2.7674	2.7651	33.4434
Si	8.2566	2.7104	33.4593
Si	-0.025	5.4975	33.4131
Si	5.5123	5.4664	33.4064
Si	2.7517	8.2129	33.4875
Si	8.2004	8.1661	33.3819
Si	1.382	1.3896	34.8011
Si	6.8598	1.3513	34.8029
Si	4.1283	4.1278	34.8009
Si	9.5923	4.1089	34.8089
Si	1.3536	6.8427	34.8062
Si	6.8438	6.8376	34.7948
Si	4.1205	9.5833	34.8215
Si	9.565	9.563	34.7746
Si	2.7269	-0.0076	3.4201
Si	8.2061	0.0189	3.4238
Si	-0.0167	2.7222	3.4264
Si	5.4717	2.727	3.414
Si	2.7112	5.4683	3.417
Si	8.1951	5.453	3.4025
Si	-0.0077	8.1913	3.4148
Si	5.4561	8.209	3.4037
Si	4.1068	1.3558	4.7786
Si	9.5611	1.3731	4.8357
Si	1.3314	4.0995	4.7871
Si	6.8338	4.0985	4.7768
Si	4.0658	6.8626	4.7612
Si	9.5598	6.8047	4.7654
Si	1.3302	9.5782	4.7817
Si	6.8041	9.601	4.7545
Si	-0.0522	-0.0599	6.1978
Si	5.4827	0.0272	6.1879
Si	2.6935	2.6963	6.1016
Si	8.2064	2.7872	6.2008
Si	-0.0305	5.4583	6.1896
Si	5.4035	5.4477	6.0798
Si	2.7214	8.2523	6.1441
Si	8.1282	8.1649	6.0423
Si	1.3655	1.3369	7.499
Si	6.8421	1.4346	7.5742
Si	4.0444	4.0793	7.441
Si	11.0337	2.7486	8.8727
Si	1.3767	6.8519	7.4823
Si	6.7231	6.8653	7.3957
Si	4.0642	9.6331	7.5429
Si	9.4285	9.4604	7.4732
Si	2.8759	0.1942	8.9348
Si	8.0751	-0.111	8.8667
Si	-0.5948	1.339	10.6026
Si	5.4329	2.8203	8.8796
Si	2.7345	5.4684	8.82
Si	6.4589	4.4483	10.1541
Si	-0.0699	8.1191	8.8222
Si	5.3584	8.1662	8.8187
Si	3.9427	1.7708	10.3024
Si	9.5307	4.1508	7.6468
Si	1.629	3.9138	10.1638
Si	7.983	5.5481	8.846
Si	4.2123	6.6448	10.1762
Si	8.7444	6.9713	10.5286
Si	1.6176	10.189	10.6172
Si	6.7728	9.3984	10.1897
O	10.2951	1.1919	27.403
O	14.2116	5.7243	26.7428
O	2.7848	2.8692	10.7474
O	-13.8327	-13.4339	10.6071
O	13.8147	-2.5857	26.5965
O	9.7511	9.223	26.1789
O	5.3523	5.5403	10.7793
O	0.6292	0.4245	11.2724
O	7.3639	3.807	11.3793
O	4.5405	1.169	11.7334
O	8.6912	6.5232	12.0865
O	9.1927	11.3104	9.9824
O	0.7682	4.4636	11.4646
O	6.0231	9.9154	11.5851
O	9.621	2.2587	11.7553
O	2.5082	9.2939	11.7076
O	4.2158	1.4999	27.5619
O	7.5597	8.2399	27.3291
O	9.0407	2.8648	25.877
O	-1.1176	6.956	27.5729
O	7.4682	5.8193	26.0968
O	11.5856	16.0976	26.7467
O	29.6475	23.884	28.0654
O	5.7544	10.6521	26.4071
Si	2.3025	7.0143	19.3824
Si	8.5274	-2.5578	18.6471
Si	4.4682	3.9081	15.6552
Si	13.9897	6.2489	14.3744
Si	5.86	0.4202	12.3585
Si	5.7635	14.2877	18.5224
Si	-5.8396	11.1038	22.1779
Si	7.9671	2.3125	16.9697
Si	10.9271	-9.072	17.9578
Si	8.0853	13.5228	12.1845
Si	7.6699	5.7337	19.5889
Si	0.3828	-0.3889	16.1099
Si	9.8437	0.746	22.7282
Si	2.8582	7.6752	11.8869
Si	8.1285	2.6086	24.5304
Si	9.2795	9.5976	24.6677
Si	18.6107	-0.9677	21.0645
Si	14.7006	7.1265	26.0312
Si	-1.8832	6.3533	13.6567
Si	3.9331	-5.1062	21.4083
Si	7.3496	4.03	14.7126
Si	-0.6092	6.5279	20.1474
Si	7.8048	5.5741	24.5085
Si	4.1622	-0.5105	17.2764
Si	4.0258	2.8384	21.0895
Si	2.1987	6.2033	23.7799
Si	2.1046	4.6945	26.1986
Si	6.6192	7.0819	22.1157
Si	8.8972	-1.94	15.4744
Si	1.2398	1.4942	20.7101
Si	2.3055	8.188	16.5165
Si	11.8444	5.5261	12.6864
Si	3.1154	9.9239	20.1748
Si	2.3036	1.7627	16.1897
Si	6.4206	0.0285	24.9475
Si	6.6123	-0.0139	15.375
Si	-0.7197	-4.0011	23.3622
O	5.7646	11.2735	13.9997
O	7.6891	1.128	15.8687
O	10.5002	5.5784	13.6121
O	2.4022	2.614	21.005
O	17.7727	2.1767	18.1394
O	7.8066	5.5433	14.3341
O	12.3435	0.6565	15.3232
O	5.3244	7.3663	26.3368
O	4.0537	16.4018	15.3722
O	4.7256	2.7404	19.6155
O	3.6148	9.1537	16.4097
O	9.4894	-2.5864	23.6517
O	13.3606	7.2047	17.7886
O	9.232	-3.2289	14.5422
O	11.7402	-3.9262	23.9284
O	6.9174	1.58	24.8912
O	3.441	7.0378	24.4405
O	-1.9488	2.0539	23.2435
O	7.4462	-1.3643	15.0144
O	10.1838	-0.1094	24.0885
O	0.9191	-4.7177	19.7158
O	9.8947	7.9462	19.4424
O	3.982	10.088	21.5481
O	7.2077	8.5702	21.7969
O	5.3428	-0.2371	23.7429
O	13.4681	-4.9218	22.2172
O	3.2787	0.8515	17.1318
O	2.1452	5.0896	13.6607
O	4.4282	4.3063	21.6807
O	5.0125	-3.9744	21.86
O	11.1899	2.0587	19.5433
O	0.2978	1.224	22.0211
O	2.3886	8.4619	20.1493
O	5.7438	3.6788	14.6408
O	17.5835	4.6111	19.0578
O	-1.5447	5.7866	24.1765
O	-2.1006	-2.2466	17.0834
O	10.2293	-4.3007	21.7675
O	1.9433	0.119	20.1773
O	7.3346	5.9843	21.1605
O	4.1192	-0.8684	18.8758
O	17.3889	0.0846	21.2677
O	7.8193	3.7688	16.2436
O	3.5537	6.0625	19.8375
O	7.6948	9.9849	24.6827
O	7.4672	7.1193	18.723
O	9.2845	5.3746	19.5837
O	7.4444	4.033	24.1226
O	9.4459	2.4069	17.6118
O	1.2098	2.5878	17.1079
O	11.9516	-1.7966	16.6041
O	8.9928	-0.2356	21.7119
O	7.2014	1.2447	11.9602
O	3.7305	7.2387	13.2362
O	5.6386	10.6981	16.6613
O	10.8951	0.2926	17.5311
O	2.0817	4.7575	24.5652
O	14.1911	2.8228	15.37
O	10.0368	-0.7878	15.1894
O	4.8966	3.7976	17.2175
O	1.356	6.9836	12.0568
O	7.9322	-1.2631	19.4664
O	2.0994	-3.6917	15.2262
O	8.1486	3.0047	13.7421
O	4.61	12.6546	22.1075
O	6.9135	6.644	23.6562
O	-0.6599	-14.8108	9.9533
O	24.3439	3.2212	26.7628
O	-9.6704	-22.8006	27.6358
O	-10.2916	-1.7356	9.79

Results
free energy: -158354.228 eV
free energy less fixed offsets of O -568.88, Si -635.61 eV per atom: -3.858 eV

Forces (eV/angstrom), in the order of the atoms: element, x, y, z
Si	0.0289	0.0116	-0.0015
Si	0.0132	0.0038	0.0009
Si	-0.008	0.0345	0.0087
Si	-0.0075	0.0115	-0.0216
Si	0.0316	0.0287	-0.0061
Si	-0.0342	0.0043	-0.0076
Si	0.014	0.0165	-0.0117
Si	-0.025	0.0309	0.0007
Si	-0.0189	0.0095	0.0561
Si	0.0421	0.028	-0.082
Si	-0.0428	0.0067	0.0885
Si	-0.0209	-0.1392	-0.0753
Si	-0.0695	-0.0008	-0.1011
Si	0.001	0.047	-0.0254
Si	-0.1446	0.0013	-0.1084
Si	-0.0435	0.0275	0.0669
Si	0.0085	0.1062	0.0172
Si	0.1095	-0.1549	0.0299
Si	0.1253	0.0411	0.0932
Si	0.0558	-0.0624	-0.1138
Si	-0.0327	0.016	-0.05
Si	0.0118	0.0248	-0.0283
Si	-0.0891	0.0963	-0.0187
Si	0.1015	-0.0537	0.0494
Si	-0.0262	0.0084	0.0154
Si	0.0237	-0.0484	-0.0086
Si	0.0174	-0.046	0.0144
Si	0.0455	-0.0424	-0.0063
Si	-0.0373	0.0266	-0.0096
Si	-0.0122	-0.0066	0.0099
Si	-0.0365	0.002	-0.0084
Si	0.0202	-0.0402	0.0105
Si	0.0025	0.0008	0.0039
Si	0.0025	0.0087	-0.0004
Si	0.0032	-0.0083	0.0104
Si	-0.0025	0.0039	0.0144
Si	0.0082	-0.0047	0.0102
Si	0.0026	0.0051	-0.003
Si	-0.0107	0.0089	-0.0015
Si	0.0068	0.005	0.0066
Si	-0.0085	-0.0134	0.0004
Si	0.0115	0.0064	0.0071
Si	-0.0065	0.0029	0.003
Si	0.0003	-0.0026	-0.0027
Si	-0.015	-0.0009	0.0049
Si	0.0011	-0.0055	0.0001
Si	-0.0016	-0.0018	0.0058
Si	0.0041	-0.0016	0.0017
Si	-0.0055	-0.0001	-0.012
Si	-0.004	-0.0002	-0.0072
Si	0.0007	-0.0019	-0.0067
Si	0.0018	-0.0066	-0.0067
Si	0.009	-0.0043	-0.0028
Si	-0.0046	-0.0049	0.0042
Si	0.0055	0.0044	-0.0168
Si	-0.0013	0.0022	0.005
Si	0.003	0.0074	0.0048
Si	-0.0009	-0.0005	0.0068
Si	0.0034	-0.0012	0.0036
Si	0.0058	0.0051	0.0018
Si	-0.0018	0.0036	0.0009
Si	-0.001	-0.0016	0.0075
Si	-0.0008	-0.0008	0.006
Si	0.0013	0.0025	0.003
Si	-0.0003	0.0025	0.0007
Si	0.0033	-0.0029	0.0053
Si	-0.0028	-0.002	0.0018
Si	0.001	0.0002	0.0025
Si	-0.0021	0.0011	0.0039
Si	-0.0005	-0.0021	0.0022
Si	0.0041	-0.0002	0.0014
Si	-0.0007	0	0.0012
Si	-0.0003	0.001	0.0028
Si	-0.0009	0.0008	0.0008
Si	0.0033	0.0007	0.0021
Si	-0.0009	-0.0009	0.001
Si	-0.0002	-0.0009	0.0016
Si	0.0013	-0.0005	0.0021
Si	-0.0016	0.0005	0.0016
Si	-0.0003	-0.0002	0.0021
Si	0.0001	-0.0008	-0.0008
Si	0.0009	-0.0002	0.0004
Si	-0.0007	-0.0007	-0.0004
Si	-0.0012	0.0009	0.0006
Si	-0.0004	-0.0028	0.0004
Si	-0.0005	0.0015	-0.0007
Si	-0.0021	-0.0011	0.0005
Si	0.0005	-0.0013	-0.0004
Si	0.0006	-0.0013	0.0002
Si	-0.0015	0.0034	0.0002
Si	-0.0009	0.0014	0.0008
Si	0.0003	-0.0015	-0.0023
Si	0.0032	0.0031	-0.0005
Si	0.0003	-0.0004	0.0012
Si	0.0014	0.0036	0.0006
Si	-0.0017	-0.0035	0
Si	-0.0048	-0.0086	-0.0085
Si	0.0022	0.01	-0.0014
Si	0.0066	0.0041	-0.0037
Si	0.0036	-0.0009	0.0013
Si	0.0004	0.003	0.0017
Si	-0.0046	0.0006	-0.0047
Si	-0.0019	-0.0013	-0.007
Si	0.0043	0.0018	-0.0074
Si	0.0026	0.007	0.013
Si	0.0002	-0.0005	-0.0041
Si	0.0048	-0.0102	0.0028
Si	0.0056	-0.0062	0.0027
Si	0.0025	-0.0106	0.0021
Si	0.0056	-0.004	0.0008
Si	0.0066	-0.0016	0.0078
Si	0.0028	0.0063	0.0081
Si	-0.0111	-0.0041	-0.0168
Si	-0.0063	-0.0158	-0.0027
Si	-0.0048	-0.0009	0.0052
Si	-0.008	0.0015	-0.0068
Si	0.0084	0.0214	-0.0087
Si	-0.0048	-0.0011	0.0197
Si	-0.0076	0.0013	0.0198
Si	-0.0127	-0.0011	0.0022
Si	0.0116	0.0124	0.0093
Si	-0.003	0.0023	-0.0077
Si	-0.0113	-0.0184	0.0219
Si	0.0036	0.0005	-0.0027
Si	-0.0041	0.0021	-0.0043
Si	-0.0083	0.004	-0.0016
Si	-0.029	-0.0237	0.002
Si	0.0055	0.0151	0.0034
O	0.0084	-0.0055	0.0023
O	0.0023	0	0.0021
O	-0.0023	-0.0028	-0.0018
O	0.0047	-0.0012	-0.0004
O	0.0007	0.0023	0.0079
O	-0.0009	0	0.0017
O	-0.0012	-0.0024	-0.0004
O	0.0098	0.0029	-0.0086
O	-0.0013	0.0009	-0.0065
O	-0.0026	-0.0025	0.0056
O	0.0037	0.0006	0.0051
O	0.0062	0.0056	0.0025
O	0.0058	-0.0029	-0.0097
O	-0.0001	-0.0026	0.0021
O	0.0012	0.0016	-0.0001
O	-0.0003	0.0057	-0.0026
O	-0.0015	0.0009	-0.0002
O	-0.0024	-0.0062	0.0032
O	-0.0026	-0.0003	-0.0045
O	-0.0052	0.0061	-0.0002
O	-0.0002	-0.0008	0.0041
O	0.0042	0.0004	-0.001
O	-0.0004	-0.0025	-0.0007
O	-0.0023	-0.0003	0.004
Si	-0.0001	-0.0004	0.0011
Si	-0.0006	-0.0004	-0.0001
Si	0.0019	-0.0008	-0.0003
Si	-0.0013	-0.0002	-0.0013
Si	0.004	-0.0008	-0.0069
Si	0.0025	0.0025	-0.0016
Si	0.0001	0.0004	-0.0003
Si	0.0028	0.0021	0.0024
Si	-0.0009	0.0005	0.0016
Si	-0.0018	0.0008	0.0006
Si	0.0002	-0.0001	0.0007
Si	-0.0021	-0.0011	0.0017
Si	0.0002	0	0.0001
Si	0.0029	-0.0057	0.0007
Si	0.0005	-0.0009	0.0016
Si	0.0006	-0.0004	0.0009
Si	0.0002	0	0.0003
Si	-0.0004	0.001	-0.0013
Si	-0.0019	0.0013	-0.0038
Si	0.0004	-0.0003	0.0003
Si	0.0002	-0.0012	0.0002
Si	-0.0005	0.0004	0.0001
Si	-0.0006	0	-0.0001
Si	0.0018	0.0012	0.0004
Si	-0.0002	0.0004	0.0009
Si	-0.0003	0.0004	-0.0001
Si	-0.0055	-0.0009	0.0015
Si	0.0004	-0.0003	-0.0002
Si	0.0009	0.0004	-0.0002
Si	-0.0003	0.0004	0.0003
Si	-0.002	-0.0006	0.0009
Si	0.0005	0.0019	-0.001
Si	0	0.0005	0.001
Si	-0.0002	0.0006	0.0015
Si	0.0007	0.0004	0.0004
Si	0.0004	-0.0016	-0.0004
Si	0.0011	0.001	0.0003
O	0.0004	-0.0001	0.0027
O	0.0001	0	0.0013
O	-0.0005	0.0005	0.0005
O	0	0.0001	0.0014
O	-0.0033	0.0042	0.0008
O	0.0011	0.0002	0.0006
O	0	-0.0002	0.0019
O	-0.0026	-0.001	0.0033
O	-0.0001	0	0.0008
O	0.0003	0.0005	0.0003
O	0.0004	0.0002	0.0019
O	0	0.0009	0.0024
O	-0.0007	0.002	0.0003
O	0	-0.002	0.0015
O	0.0008	-0.0001	0.0023
O	0.0002	0.0002	0.0018
O	-0.0004	-0.0005	0.003
O	-0.0001	0	0.002
O	-0.0016	0.0025	0.0026
O	0.0001	0.0003	0.0015
O	0.0015	0.0007	0.0009
O	0.0005	-0.0002	0.0015
O	0.0001	-0.0001	0.0012
O	0.0001	-0.0003	0.002
O	0	0.0003	0.0027
O	-0.0002	0.0001	0.0023
O	0.0006	-0.0004	0.001
O	0	0.0003	0.0025
O	-0.0001	0.0002	0.0015
O	0	0.0001	0.0019
O	0.0007	-0.0005	0.0022
O	-0.0001	0.0001	0.0018
O	0.0006	0.0001	0.0005
O	0.0019	0.0005	0.0027
O	-0.0027	-0.0043	-0.0008
O	0.0001	-0.0011	0.0024
O	-0.0005	-0.0002	0.0029
O	0.0002	0	0.0016
O	0.0003	0	0.0014
O	-0.0004	0.0005	0.0024
O	0	0.0005	0.0004
O	0.0002	0.0003	0.0015
O	-0.0003	-0.0013	-0.0012
O	-0.0003	0.0008	0.0014
O	-0.001	0.0009	0.0018
O	0.0008	0.0007	0.0016
O	0.0003	0.0004	0.0019
O	0.0001	0.0001	0.0024
O	-0.0044	0.0002	-0.0009
O	0.0009	-0.0004	0.0007
O	0.0022	-0.0005	0.0012
O	0.0003	0.0002	0.0021
O	-0.001	0.0017	0.0036
O	-0.0005	-0.0001	0.0033
O	-0.0027	-0.0005	0.0005
O	-0.0001	-0.0014	-0.0007
O	0.0004	0.0003	0.0025
O	-0.0002	0.0007	0.0025
O	0.0017	-0.0008	0.0038
O	0.0025	-0.0009	0.0045
O	0.0009	0.0007	0.0016
O	-0.0001	0	0.0017
O	0.0006	0.0018	0.0041
O	-0.0026	0	-0.0003
O	0	0	0.0017
O	-0.0001	-0.0002	0.0015
O	0.008	0.0165	-0.0085
O	0	0.0025	0.0004
O	0.0001	0.0058	0.0039
O	0.0045	0.0016	0.004

The program warned: the cutoff lies below the one the program advises for these potential files; the forces do not sum to zero within the program's tolerance; the exchange-correlation potential is rough where the density is thin.
